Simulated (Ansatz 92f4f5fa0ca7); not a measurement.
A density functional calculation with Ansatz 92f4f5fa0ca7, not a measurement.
Periodic cell of 157 atoms, Si96O55N6, from a study of silicon, its oxide and their interface. The atomic structure is a simulated model.

Settings
functional: r2SCAN
potential files: Ansatz norm-conserving
basis: plane waves
wave-function cutoff: 1300 eV
density cutoff ratio: 4
exchange-correlation grid ratio: 1
k mesh: 2 x 2 x 1, shifted by 0.5 0.5 0.5 of a step
self-consistency stop: 5e-08 eV per atom in the density residual
occupations: Fermi-Dirac, 0.05 eV
spin: none
net charge: 0

Cell vectors (angstrom)
a	10.88	0	0
b	0	10.88	0
c	0	0	22.6452

Atoms and the computed forces on them: element, x, y, z (angstrom), force x, y, z (eV/angstrom)
Si	0.347	1.527	0.7698	0.2609	-0.1295	0.0204
Si	3.5577	1.5352	-1.3323	-0.0545	-0.0247	-0.1369
Si	-0.3332	5.9997	-0.9581	0.4713	0.0289	-0.1397
Si	3.4321	7.9994	-0.3479	-0.6758	0.1444	-0.2801
Si	6.887	-0.8423	-0.1996	-0.403	0.142	-0.7299
Si	9.686	3.699	-0.7095	0.3461	-0.4762	0.0874
Si	4.7989	5.6071	-0.0856	0.1121	0.1732	-0.1761
Si	8.3622	8.0892	0.2206	0.2644	-0.119	-0.6149
Si	2.6808	1.7033	0.8322	-0.0789	-0.111	-0.3001
Si	3.867	3.8788	1.3873	-0.308	-0.0194	0.2609
Si	1.3227	6.7435	1.5168	-0.2393	0.1393	-0.2278
Si	4.7288	9.4453	1.0197	0.1331	0.3691	0.0332
Si	7.3269	1.6135	1.6375	-0.3403	0.1582	-0.6104
Si	8.8367	3.5157	1.473	-0.0733	0.2845	0.6282
Si	6.7461	6.6408	1.2276	-0.2325	-0.236	0.445
Si	9.6186	9.6527	1.4898	0.9278	0.6889	-0.068
Si	-0.2436	2.6695	2.7772	-0.268	-0.0729	-0.5002
Si	3.1986	-0.048	2.375	-0.1641	-0.1087	0.0096
Si	0.0058	8.1887	2.7791	0.2039	0.0916	0.2473
Si	2.6612	5.3103	2.7896	0.0508	-0.0403	0.0892
Si	5.4519	2.7127	2.6974	0.2902	-0.0797	-0.0756
Si	8.1977	-0.0672	2.959	0.0218	-0.1263	0.2117
Si	5.5107	8.031	2.7006	-0.0222	-0.0693	-0.0313
Si	8.0127	5.3399	2.7218	-0.0322	-0.1804	-0.3128
Si	1.2613	3.9775	4.0798	-0.0338	0.0167	-0.0016
Si	4.1714	1.2803	4.0421	-0.0348	0.0333	0.0991
Si	1.5219	9.5888	3.9221	-0.0047	-0.0287	-0.1587
Si	4.017	6.7512	4.091	0.14	-0.0208	-0.1197
Si	6.6629	4.0744	4.1642	0.1434	0.031	-0.0797
Si	9.5046	1.3091	4.2692	0.2687	0.0259	0.2267
Si	6.755	9.4325	4.157	-0.0794	-0.0678	-0.0656
Si	9.471	6.7565	4.0324	-0.2074	0.0621	-0.1313
Si	0.1507	-0.0253	5.4284	-0.0856	-0.0241	-0.0812
Si	2.6808	2.5926	5.4034	0.0184	0.0661	-0.1608
Si	-0.0329	5.4293	5.4104	0.0807	-0.1203	0.0462
Si	2.6594	8.1468	5.4361	0.0519	0.2258	0.1175
Si	5.4176	-0.0404	5.5174	0.0268	-0.0387	0.083
Si	8.0459	2.702	5.491	-0.1824	0.0458	-0.0285
Si	5.3179	5.4236	5.5371	-0.0571	-0.0065	-0.0307
Si	8.1256	8.0759	5.4606	0.0485	-0.0276	-0.0868
Si	1.3973	1.3076	6.8894	0.0742	0.0111	0.0226
Si	3.9111	4.0249	6.841	-0.079	-0.082	0.1306
Si	1.2749	6.7735	6.8827	-0.0849	-0.0597	0.0044
Si	4.0059	9.4818	6.8509	-0.1009	-0.0517	-0.0755
Si	6.6959	1.39	6.902	0.0803	-0.0156	0.04
Si	9.4666	4.0853	6.7076	0.1021	0.0047	0.012
Si	6.7363	6.7662	6.8437	-0.0628	0.0765	-0.0062
Si	9.5517	9.5025	6.6748	-0.0396	-0.0623	0.0582
Si	-0.1362	2.6812	8.0486	0.1324	-0.0047	-0.0936
Si	2.7551	-0.0278	8.3327	-0.1945	-0.0534	0.0111
Si	-0.137	8.21	8.1926	-0.1622	0.3076	0.2392
Si	2.5338	5.2989	8.3318	-0.1705	-0.1565	-0.0156
Si	5.2997	2.7803	8.2921	0.1118	0.0347	-0.0185
Si	8.1721	-0.0397	8.0556	-0.0185	0.1197	-0.0966
Si	5.3132	8.0858	8.2093	0.0256	-0.0313	-0.018
Si	8.179	5.4262	8.105	-0.1375	0.1622	0.2848
Si	0.9334	3.9359	9.6397	-0.1137	-0.0586	0.4027
Si	4.1304	1.3199	9.78	-0.5626	0.5419	0.734
Si	1.2316	9.5317	9.6122	0.1276	-0.2553	0.0133
Si	3.949	6.6913	9.6091	0.5334	-0.5303	0.4772
Si	6.8628	4.1344	9.4767	-0.0986	-0.2685	0.2013
Si	9.5048	1.2929	9.4271	-0.1462	0.0615	0.0574
Si	6.6593	9.6507	9.3395	0.2063	-0.1296	-0.0326
Si	9.0234	7.1476	9.52	0.4345	-0.2808	-0.0457
Si	0.1767	0.3328	10.8689	-0.2086	-0.1104	0.504
Si	1.5857	2.2367	11.1202	0.6871	0.2403	-0.2004
Si	-0.0192	6.4699	12.0635	0.0181	-0.1437	0.6513
Si	2.4886	7.9448	10.8231	-0.4122	0.5454	0.6324
Si	5.8735	0.3315	10.9747	0.4648	0.3343	0.6279
Si	8.0801	2.58	10.7619	-0.3065	-0.2873	0.1969
Si	6.4679	5.9889	10.9521	-0.2691	-0.4244	0.3669
Si	7.1277	8.3206	11.1455	0.5299	-0.3448	0.1925
Si	3.2084	3.4151	16.2559	0.141	0.0256	-0.112
Si	8.9669	8.4555	13.5308	-0.0177	0.1213	0.4747
Si	7.6374	4.3219	13.1594	-0.4665	0.1458	0.6355
Si	5.0189	8.8207	12.4161	-0.7612	0.0548	0.7553
Si	6.8827	-1.9189	17.5019	0.1685	0.0462	-0.1625
Si	10.6055	4.0871	11.9431	0.0588	-0.417	0.0851
Si	11.7639	5.2651	16.8206	0.0315	-0.0363	-0.1912
Si	11.9998	13.2297	14.2443	0.143	0.0301	0.4848
Si	-0.8172	0.2779	13.8928	-0.0191	-0.0695	0.1766
Si	3.6299	-3.6383	14.8361	-0.4218	-0.2603	0.1134
Si	9.2713	2.8419	15.0758	-0.013	-0.0219	0.2811
Si	0.5213	-3.5744	14.8159	0.2716	-0.0046	0.7435
Si	5.257	4.8864	14.8214	-0.1063	-0.2319	0.1888
Si	12.6667	6.1701	19.2766	-0.0065	-0.0808	-0.476
Si	7.7505	10.8798	19.6539	0.0327	0.0379	-0.4291
Si	13.9771	3.4051	19.1451	-0.1429	-0.1611	-0.3611
Si	6.3284	7.7035	14.9442	0.5588	0.0518	0.494
Si	4.0749	-2.9801	18.0353	0.2475	0.1638	-0.3129
Si	2.692	9.8676	19.8237	0.1357	0.2666	-0.451
Si	5.3297	3.92	20.9127	0.2161	-0.02	-0.4993
Si	9.8718	2.9526	17.9106	0.052	-0.0416	-0.1358
Si	10.657	0.0677	18.7593	-0.1467	0.1047	-0.2586
Si	9.7202	9.2614	16.3128	-0.0403	-0.0366	0.187
Si	19.0678	3.1045	20.2795	-0.3516	-0.2923	-0.4054
O	5.7317	-2.8588	18.2882	-0.1562	0.138	-0.0909
O	0.3313	5.8012	15.4051	0.1515	0.2198	0.0685
O	-0.2272	1.7029	18.6195	-0.1966	-0.0837	0.0149
O	8.4303	4.1471	14.5841	0.0034	-0.0233	-0.3424
O	4.9864	2.367	21.4209	-0.0662	0.3598	-0.1026
O	2.6117	2.3713	20.2802	0.3319	-0.0385	0.2984
O	0.4828	5.8119	0.4593	-0.1148	0.2345	0.0763
O	6.9222	4.0519	20.6529	-0.2001	-0.1698	0.0643
O	10.5148	0.0116	0.687	-0.3034	-0.3219	0.3386
O	6.934	-0.8088	20.7977	-0.0189	0.2199	0.3359
O	7.2085	0.7454	22.8406	-0.0222	-0.1226	0.2775
O	14.5341	0.1043	20.5367	-0.0846	-0.0399	0.0166
O	2.1017	7.8554	23.248	0.5269	-0.3346	-0.0102
O	8.8758	3.7031	18.9354	0.0125	-0.2544	0.0841
O	9.3926	7.1824	-0.8169	-0.3286	0.2731	0.4227
O	10.8391	13.3546	-0.5326	-0.3834	0.1249	0.2123
O	3.2276	2.0512	11.0165	0.0787	-0.5701	-0.5113
O	-0.5698	-0.0029	12.309	0.1637	0.1528	-0.2241
O	3.8852	5.6724	14.3597	0.1654	0.2385	0.1132
O	3.8034	-3.368	16.465	0.0744	0.0065	-0.1033
O	-1.058	6.5629	10.8247	-0.396	0.5126	-0.3862
O	1.5104	6.8699	11.6161	-0.3626	0.0941	-0.1224
O	3.4544	8.7692	11.878	0.4621	-0.2536	-0.22
O	6.0671	3.9986	13.6932	0.5792	0.2257	-0.1733
N	4.9292	-2.8073	13.9884	0.2386	0.2351	-0.6277
O	5.4153	-0.4384	12.3766	-0.0351	-0.3584	-0.703
O	7.0231	1.44	11.4207	-0.1038	0.2608	-0.495
N	8.793	3.5559	12.0379	0.6808	-0.005	-0.1106
O	10.9308	4.0529	17.4489	-0.0422	-0.0214	-0.0659
O	4.7877	5.9748	10.9365	0.0848	0.5844	-0.7827
N	8.3838	8.8557	12.0538	-0.1767	0.0807	-0.3122
O	7.2387	5.7339	12.4116	0.0413	-0.2741	-0.2848
N	1.0003	2.9257	12.6177	-0.4652	0.386	-0.7029
O	2.5363	2.567	15.0333	-0.3614	0.0607	-0.1209
O	6.1308	6.1314	15.4691	-0.1142	0.1253	-0.2714
O	0.9194	6.4633	17.9265	0.2773	-0.2412	0.2386
O	7.8359	7.6505	14.4028	-0.1577	-0.0096	-0.1305
O	9.0149	12.399	14.165	0.2785	0.1218	0.058
O	13.2848	4.7957	16.5134	-0.1501	-0.1092	0.0347
N	9.4099	-1.1062	14.6617	0.0584	-0.1647	-0.2585
N	10.4074	7.4354	13.4327	0.146	-0.0886	-0.5695
O	15.6365	3.7793	15.9159	-0.2268	0.2138	-0.1714
O	8.4769	-2.3173	17.1887	-0.0829	0.2388	-0.12
O	19.8531	2.482	16.6337	0.2842	0.1595	-0.156
O	11.5503	11.6592	14.4288	-0.1517	0.2958	-0.2588
O	1.1676	-0.4786	19.4441	0.2863	-0.0905	0.1257
O	-0.0374	3.2297	14.9596	-0.0867	-0.1806	-0.0605
O	0.0454	-2.6641	16.0681	-0.1412	-0.1193	-0.3744
O	9.352	-0.3859	19.6487	-0.1236	0.1426	0.0257
O	4.5706	4.0287	19.4605	-0.0951	-0.1259	0.4841
O	2.7255	8.6747	20.9385	0.3986	-0.4602	0.5236
O	14.0197	2.6465	17.6944	-0.0658	0.3657	0.2116
O	6.2597	-1.921	16.01	0.0555	-0.4296	-0.0515
O	2.0966	-3.2477	14.4859	-0.0374	-0.2001	-0.0905
O	3.4019	-1.534	18.4392	-0.1179	-0.1818	0.4129
O	14.1656	-4.0469	19.0186	-0.2351	0.0208	0.0894
O	10.3961	-0.4628	17.2409	-0.0834	-0.0158	0.2214
O	7.0217	10.4028	18.2584	0.1475	-0.0878	0.344
O	7.6479	12.4802	19.8956	0.1719	0.0568	0.0707
O	12.8979	4.5773	19.3203	0.1012	0.1224	0.0311
O	11.7062	6.4655	20.5697	-0.3099	0.0361	0.2673

Results
free energy: -38576.430 eV
free energy less fixed offsets of N -289.75, O -463.61, Si -117.95 eV per atom: -16.180 eV
pressure: -2.42 GPa
stress xx, yy, zz, yz, xz, xy (GPa, positive in tension): 2.83, 2.49, 1.94, 0.51, -1.32, 1.11

The program warned: the forces do not sum to zero within the program's tolerance.
